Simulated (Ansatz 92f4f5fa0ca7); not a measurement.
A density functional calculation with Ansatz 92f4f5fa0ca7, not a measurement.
Periodic cell of 252 atoms, Si144O100N8, from a study of silicon, its oxide and their interface. The atomic structure is a simulated model.
This geometry differs little from another in the collection (a relaxation step or a small displacement).

Settings: functional r2SCAN; potential files Ansatz PAW; basis plane waves; wave-function cutoff 800 eV; density cutoff ratio 5; exchange-correlation grid ratio 1; k mesh 1 x 1 x 1, shifted by 0.5 0.5 0 of a step; self-consistency stop 1e-10 eV per atom in the density residual; occupations fixed; spin none; net charge 0.

Cell vectors (angstrom)
a	10.887	0	0
b	0	10.887	0
c	0	0	35.4332

Atoms and the computed forces on them: element, x, y, z (angstrom), force x, y, z (eV/angstrom)
Si	-0.3869	0.3047	-0.1022	0.0001	-0.0017	-0.0025
Si	2.4133	3.0418	0.0326	-0.0001	0.0004	-0.0019
Si	0.2217	5.281	0.0323	0.0002	-0.0002	-0.0014
Si	2.9581	7.9224	0.1689	-0.0004	-0.0002	-0.0028
Si	5.7018	-0.1883	0.1702	-0.0015	0.0001	-0.0038
Si	8.2838	2.519	0.2055	-0.0012	0.0004	-0.0036
Si	5.1326	5.6957	0.1201	-0.0002	-0.0005	-0.0008
Si	7.8534	8.4619	0.0964	0.0006	-0.0001	-0.0017
Si	1.2753	1.3799	1.2423	-0.0006	-0.0001	0.0008
Si	4.0057	4.1068	1.4132	-0.0006	-0.0008	0.0005
Si	1.3509	6.797	1.4244	-0.0016	0.0003	0.0014
Si	4.1041	9.5249	1.4193	-0.0009	0.0004	0.0007
Si	6.8061	1.3359	1.5466	-0.0014	0.0004	0.0008
Si	9.5203	4.1302	1.3576	-0.0008	0.0004	0
Si	6.736	6.8531	1.3943	-0.0001	-0.0002	-0.0017
Si	9.4896	9.5846	1.3355	0.0004	-0.0006	0.0012
Si	-0.0263	2.7286	2.7167	-0.0001	-0.0005	-0.0014
Si	2.6754	0.0402	2.6398	-0.0008	0.0001	0.0006
Si	-0.0303	8.2076	2.691	0.0001	0.0001	-0.0004
Si	2.6939	5.4595	2.8212	-0.0002	-0.0002	-0.0008
Si	5.3918	2.746	2.7598	-0.0002	0.0002	0.0018
Si	8.1911	-0.0109	2.8464	0.0004	0.0003	0.0015
Si	5.4246	8.186	2.8236	-0.0005	-0.0007	0
Si	8.1433	5.4837	2.6985	-0.0004	-0.0002	-0.001
Si	1.3269	4.0686	4.1088	-0.0002	0.0007	-0.0004
Si	4.0266	1.3566	4.0729	0	0.0005	0.001
Si	1.3525	9.5658	4.0425	-0.0007	-0.0007	0.0001
Si	4.0612	6.8259	4.1521	-0.0006	0.0004	0.0006
Si	6.7942	4.1151	4.0791	-0.0008	0	0.0013
Si	9.5366	1.397	4.1325	-0.0009	-0.0003	-0.0006
Si	6.801	9.5206	4.1616	-0.0008	0.0005	0.0017
Si	9.5056	6.8333	4.0652	-0.0007	0	0.001
Si	0.0259	0.0296	5.4435	0.0002	0.0002	-0.0002
Si	2.6933	2.7123	5.4494	0.0003	0.0008	-0.0001
Si	-0.0305	5.4528	5.4391	0.0001	0.0011	-0.0007
Si	2.689	8.2068	5.4561	0.0006	-0.0003	-0.0003
Si	5.4099	0.0123	5.4602	0.0003	0.001	-0.0001
Si	8.1522	2.7533	5.4647	-0.0002	0.0005	0.0001
Si	5.4486	5.465	5.4614	0.0002	0.0003	0.0002
Si	8.1619	8.1528	5.4745	0	0.0004	0.001
Si	1.3461	1.3855	6.8419	-0.0009	0.0014	-0.0002
Si	4.088	4.0658	6.7615	-0.0004	0.0007	-0.0006
Si	1.3418	6.8102	6.7927	-0.0002	0.0008	-0.0003
Si	4.0653	9.5335	6.8386	-0.0006	0.0009	-0.0004
Si	6.7924	1.3701	6.8073	-0.0005	0.0009	0.0006
Si	9.5172	4.1067	6.8395	-0.0007	0.0001	-0.0002
Si	6.8093	6.8001	6.8439	-0.0009	0.0016	-0.0007
Si	9.5459	9.5398	6.7595	-0.0007	0.0008	-0.0007
Si	-0.0094	2.7486	8.224	0	-0.0002	0.0005
Si	2.7079	0.0281	8.177	0.0001	-0.0001	0.0005
Si	-0.0419	8.1655	8.1297	-0.0005	0.0005	-0.0002
Si	2.7369	5.4181	8.1028	-0.0002	-0.0008	0.0001
Si	5.4385	2.7464	8.1494	0.0002	0	-0.0001
Si	8.2073	0.0004	8.1224	0.0006	0.0015	0.0008
Si	5.4527	8.1666	8.1954	0.0002	0.0012	0.0008
Si	8.1554	5.4402	8.2117	-0.0001	0.0012	0.0007
Si	1.3989	4.1336	9.5432	0.0002	-0.0012	-0.0006
Si	4.0818	1.4075	9.5043	0.0003	0.0002	0.0011
Si	1.3113	9.5249	9.4571	-0.0001	0.0013	-0.0004
Si	4.1219	6.6949	9.4901	0.0008	-0.0004	0.0007
Si	6.8098	4.048	9.5538	-0.0001	-0.0007	0.0003
Si	9.4974	1.3556	9.5582	0	0.0014	0.0004
Si	6.8813	9.5413	9.5035	-0.001	0.001	0.0011
Si	9.4891	6.8486	9.5401	0.0006	-0.0002	0.0004
Si	-0.0365	-0.0466	10.8831	-0.0001	0.0025	0.001
Si	2.7745	2.7725	10.9189	0.0003	-0.0003	0.0009
Si	0.0138	5.5311	10.8536	0.0009	0.0025	-0.001
Si	2.6902	8.0917	10.6668	-0.0005	0.0015	-0.0013
Si	5.5634	0.1088	10.7663	0.0012	0.0029	-0.0017
Si	8.1058	2.6737	10.9624	-0.0011	-0.0011	-0.0002
Si	5.495	5.3786	10.9589	0.0009	0.001	-0.0008
Si	8.1334	8.1565	10.9767	-0.001	0.0003	-0.0007
Si	1.4006	1.3164	12.1424	-0.001	-0.0016	0.0003
Si	4.2119	4.008	12.3919	0.0021	-0.0011	0.0008
Si	1.359	6.9426	12.2059	0.0004	-0.0004	0.0013
Si	4.2318	9.4107	11.7348	0.0004	-0.0018	0.0007
Si	6.6956	1.3684	12.4559	0.0009	0.0028	0.0006
Si	9.5474	4.1059	12.1292	0.0005	0.001	0.0026
Si	6.7886	6.7551	12.387	0.0008	-0.0016	0.0009
Si	9.4555	9.5586	12.3309	0.0013	-0.0023	0.0009
Si	-0.0341	2.672	13.428	-0.0024	0.0006	0.0018
Si	3.0386	-0.1184	13.0529	0.0011	-0.0001	-0.0013
Si	0.0742	8.3935	13.6914	0.0007	-0.0037	0.0014
Si	2.764	5.4933	13.4268	0.0006	0.0023	-0.0016
Si	5.3781	2.6531	14.1117	0.0042	0.0003	-0.0011
Si	8.0156	-0.0862	13.7694	-0.0006	0.0032	0.0002
Si	5.2255	8.2365	13.4573	0.0007	-0.001	0.0008
Si	8.2966	5.3725	13.6745	0.0005	0.0005	0.0002
Si	1.3174	4.159	14.5882	0.0004	0	0.0027
Si	4.113	0.5549	15.0265	-0.0043	0.0019	0.0042
Si	1.9332	9.6616	14.7047	-0.0003	0.0062	0
Si	3.5935	7.1703	14.827	-0.0004	-0.0032	0.0032
Si	7.2378	3.9251	15.3009	0.0013	-0.0003	-0.0013
Si	9.3396	1.5609	14.8464	0.0007	0.0023	-0.0004
Si	6.4533	9.433	15.066	0.0001	-0.0021	0.0052
Si	10.0507	6.5048	14.8551	0.0009	0.0028	-0.0012
Si	15.4052	-13.438	18.5472	-0.0012	0.0025	0.0007
Si	-13.044	2.6744	21.7273	0.0008	-0.0005	0.0026
Si	-0.4708	-10.6148	32.2873	0.0024	-0.0015	-0.0017
Si	-19.5212	4.2736	24.0624	0	-0.0004	0.0022
Si	-3.7049	-14.5377	19.2856	0.0029	0.0003	0.002
Si	9.7346	30.304	24.0627	0.0006	-0.0006	0.0023
Si	13.4295	6.142	19.0494	0.0012	-0.0005	0.0004
Si	19.7656	4.9258	28.2777	-0.0013	-0.0007	-0.0007
Si	21.0832	35.7995	24.4405	0	0	0.0021
Si	5.7549	8.841	26.5115	-0.0006	-0.0004	0.0001
Si	5.6053	11.0956	17.6764	0.0006	-0.0022	-0.0002
Si	12.6855	-2.5039	17.2115	-0.0005	0.0015	0.0018
Si	-4.5016	0.888	22.0125	-0.001	0.0002	0.0023
Si	16.6696	4.0965	28.6439	-0.0018	-0.0015	0.0004
Si	33.7026	-1.764	30.4676	0.0001	0.0006	-0.0019
Si	23.5799	-7.1055	17.4481	0.0015	-0.0009	0.0001
Si	10.2884	32.3724	16.9276	0.0028	0	-0.0003
Si	2.6016	3.8878	21.0115	-0.0004	0.0017	0.0048
Si	29.4139	-11.3113	28.0473	-0.0009	-0.0005	-0.0012
Si	8.6008	-2.8233	16.8376	0.0004	-0.0008	-0.0038
Si	19.2096	1.955	17.6071	0.0001	0.0002	-0.002
Si	-0.1705	6.0277	17.7899	-0.0003	0.0021	-0.0011
Si	6.0914	6.6658	16.607	0.0054	-0.0001	-0.003
Si	-10.086	-7.2509	28.3214	-0.001	-0.0023	-0.001
Si	13.7748	-1.587	32.9387	-0.0017	-0.0009	-0.0019
Si	19.4661	-6.2607	19.4832	0.0009	0.0008	0.0024
Si	-6.5753	1.7066	19.8017	0.0002	-0.0005	0.0013
Si	3.3867	3.9511	26.6957	-0.0003	-0.0003	0.0006
Si	30.7413	0.4575	25.504	-0.0003	-0.001	0.001
Si	12.1688	7.0472	25.0581	0.0004	-0.0005	0.0018
Si	13.9758	10.9246	29.6263	-0.0014	0.0003	-0.0013
Si	19.1161	-1.6431	21.3356	-0.0001	0.0009	0.002
Si	20.6877	0.4244	19.7391	0.0022	0.0005	0.0003
Si	15.1844	6.6459	29.6968	-0.0001	-0.0004	-0.0013
Si	10.3126	-4.2689	30.6236	-0.0008	-0.0039	-0.0006
Si	7.6592	10.8459	31.0299	0.0002	-0.0004	-0.0016
Si	12.1785	-8.6899	30.8425	-0.0016	0	-0.0011
Si	-6.0249	0.4119	27.404	-0.0001	0.0008	-0.0002
Si	3.5451	-3.7981	26.9337	0	-0.0031	0.0009
Si	26.9441	-1.7626	31.2491	-0.002	0.0001	-0.0017
Si	14.8116	1.2322	33.4048	-0.0006	0.0004	-0.0026
Si	-1.3717	-4.9153	25.6419	-0.0003	-0.0011	0.0004
Si	12.4768	1.6207	19.7109	0.0001	0.0007	0.0002
Si	27.6128	24.2766	31.2463	0.0004	0.0006	-0.0029
Si	5.9602	11.1891	24.7912	-0.0003	-0.0011	0.001
Si	20.0486	6.59	33.3849	-0.0016	-0.0002	-0.0005
Si	17.8365	4.3129	33.4637	-0.0001	-0.0005	0.0003
Si	12.7601	5.0518	30.6352	-0.0008	-0.0008	-0.0005
O	25.002	-5.3574	26.8696	0.0002	-0.002	-0.0002
O	-1.5061	1.4648	35.0454	-0.0027	0.0014	0
O	3.9251	3.241	20.2561	0	0.0005	-0.0005
O	16.2323	3.0944	29.8318	0.0003	-0.001	0.0019
O	-2.391	-3.0692	34.1818	-0.0014	0.0002	0.0013
O	11.4888	-16.0235	31.3353	-0.0016	-0.0036	0.0005
O	5.0705	7.3863	26.3807	-0.0005	-0.0013	0.0008
O	5.0969	0.6419	34.343	0.0001	-0.002	0.0032
O	19.6553	-6.7861	20.9925	0	0	-0.0006
O	4.0225	-4.0911	35.073	-0.0013	-0.0002	0.0015
O	7.443	3.0744	34.3639	0.0011	0.0007	0.0043
O	14.0072	2.4246	34.1323	-0.0012	-0.0001	0.0012
O	2.3077	8.6097	34.27	-0.0005	-0.0005	0.0024
O	22.6619	3.4616	24.3797	0.0002	-0.0005	-0.0006
O	2.8651	10.9201	33.1009	-0.0003	-0.0007	0.0007
O	-1.6567	9.8735	20.2138	0.0009	-0.0004	0.0005
O	11.1894	5.3621	15.0162	0.0017	-0.0001	0.0023
O	10.5101	11.5886	15.6683	0.0018	0.0005	-0.001
O	2.0935	3.4877	15.882	0.0002	0.0017	-0.0001
O	4.9606	11.8813	25.8861	0.0003	-0.0007	0.0001
O	6.5011	3.7438	32.0346	-0.0006	-0.0003	0.0013
O	7.0603	11.8195	17.8247	0.0006	0.0015	-0.0002
O	1.9915	16.7699	24.1693	-0.0003	-0.001	-0.0001
N	7.112	-2.9149	15.9355	0.0011	-0.0004	0.0011
O	7.4908	0.8263	24.9282	-0.0002	-0.0008	-0.0001
N	13.1984	8.1459	15.5413	-0.001	0.0028	-0.0017
O	5.5155	1.1225	20.6839	-0.0006	0.0003	-0.0009
O	19.1924	3.3076	18.541	0.0006	0.0005	-0.0003
N	5.8284	-3.6286	18.2126	-0.0007	0	0.0039
O	14.1081	19.8097	17.7785	-0.0003	-0.0011	0.0006
O	-5.1835	5.047	34.1726	0.0017	-0.0001	0.0003
O	8.149	5.3511	33.2663	-0.002	-0.0011	-0.0005
O	11.5829	20.5159	17.2485	0.0001	-0.0008	0.004
O	-3.5607	16.5299	19.5286	-0.0003	0.0001	-0.0003
O	-8.2659	10.9383	15.6927	0.0041	-0.0044	-0.003
O	22.2182	-2.7598	24.1472	-0.0003	-0.0006	-0.0004
O	6.7668	5.1578	16.3908	0.0022	0.0032	-0.0003
O	-1.0833	16.5057	19.0796	-0.0017	-0.0001	-0.0001
O	6.3493	0.5873	28.0496	-0.0002	-0.0014	0.0003
O	21.964	12.6127	31.9383	-0.001	-0.0012	-0.0002
O	-1.7481	-1.346	16.484	0.0009	-0.0004	-0.0019
N	5.3826	10.5942	15.9935	0.0021	0	0.0008
O	3.6632	-3.6396	19.4936	-0.0008	0.0003	-0.0008
O	15.5212	1.8522	32.0975	-0.0021	-0.002	0.0023
O	23.1964	26.7009	29.0814	-0.001	-0.0003	0.0016
O	7.2868	-0.447	21.8751	0.0018	-0.0002	-0.0008
N	-1.1272	-14.9551	16.5491	0.0019	0.0008	0.0024
N	-1.2802	11.7041	18.0775	0.001	-0.0005	-0.0015
O	13.3188	1.0866	30.6484	-0.0012	0.0003	0.0002
O	10.9186	-22.4942	31.1327	-0.002	-0.0001	0.0011
O	11.403	0.4519	19.9145	0.0011	0.0012	0.0009
O	9.4518	18.0231	31.8905	-0.0008	-0.002	0.0015
O	-11.8819	1.7919	25.3272	-0.0002	-0.0005	0
O	8.2016	-0.5001	29.5591	-0.0013	-0.0005	0.0019
O	-3.6232	13.1159	22.2378	-0.0001	-0.0004	-0.0005
O	12.5965	13.253	18.2511	0	0.0006	-0.0016
O	-2.5131	7.9154	18.4235	-0.0012	-0.0018	0.0015
O	26.4247	-9.45	18.2207	0.0013	0.0016	0.0029
O	3.378	3.7112	25.0956	-0.0004	-0.0004	-0.0005
O	16.3275	11.5488	23.3108	0.0021	-0.0004	-0.0012
O	9.1578	-9.3314	20.6591	-0.0013	-0.0009	-0.0015
O	5.3644	-1.1047	18.6743	0	0.0017	-0.0005
O	15.719	14.4617	27.3895	-0.0014	-0.0024	0.0004
O	14.5309	-10.0023	28.3457	-0.0009	-0.0028	0.0004
O	9.5271	20.8736	24.7809	-0.0007	-0.0012	-0.0002
O	23.6973	9.8316	29.2962	-0.0008	-0.0032	0.0059
O	12.2556	-8.0393	20.7588	0.0004	0.0005	-0.0024
O	13.7808	-6.0256	18.0456	0.0018	0.0019	0.0005
O	19.8656	-3.6383	24.7671	0.0002	-0.0004	-0.0006
O	-1.1498	2.7434	22.9553	-0.0006	-0.0011	-0.002
O	16.2071	-16.1789	29.0245	-0.0016	-0.001	0.0011
O	8.6607	5.9159	27.012	-0.0006	-0.0001	0.0001
O	-4.1035	-1.2828	35.0338	-0.0009	0	-0.0003
O	6.9166	-9.5149	30.9032	-0.0011	0.0002	0.0007
O	4.5974	-1.1824	27.2584	0.0002	0.0011	0
O	3.2495	-4.9919	30.6939	-0.0009	0	0.0008
O	-1.7526	-13.1194	22.5537	-0.0006	0.0002	-0.001
O	28.8733	-1.8618	27.434	0	-0.0002	0.0003
O	5.2078	7.6989	30.5039	0	0.0005	0.0016
O	22.1396	-6.3691	17.4749	0.0014	0.0005	0.0012
O	21.0407	3.9632	27.8457	-0.0004	-0.0006	0.0008
O	24.1808	7.7802	25.989	-0.0003	-0.0013	0.0013
O	13.0696	5.3497	20.4274	0.0002	0.0011	-0.0001
O	10.8461	10.7013	33.7925	-0.0024	-0.0001	0.0017
O	26.2155	-1.972	32.6813	0	-0.0005	0.0016
O	12.9441	-2.1644	31.6738	-0.0006	-0.0004	0.0008
O	9.4271	-6.3806	24.9141	-0.0001	-0.0008	-0.0003
O	27.7746	20.4593	25.0735	0	0	-0.0005
O	7.2667	8.0849	20.6796	0.0008	-0.0006	-0.0012
O	19.6997	11.0943	32.1289	0.0003	-0.0016	0.0012
O	23.7635	-7.6185	27.259	-0.0003	-0.0003	-0.0004
O	12.2129	4.1703	34.9517	-0.0009	0	-0.0013
O	10.4807	16.9519	34.1732	-0.0021	-0.0003	0.0017
O	-7.3953	-14.3391	28.5224	0.0003	-0.0009	0.0014
N	8.3578	13.485	15.9585	-0.0019	0.0009	0.004
O	13.7284	-17.7773	22.5902	0	0.0001	-0.0015
O	9.3629	-5.1143	29.5963	-0.0005	-0.0001	0.0005
O	11.0668	7.8727	29.9004	0.0001	-0.0008	0.0019
O	4.3528	10.2025	30.3419	-0.0005	-0.0029	0.0007
O	4.586	6.6281	16.0216	-0.0006	0.0017	-0.0032
O	18.3165	4.1502	28.4662	-0.0014	0.0001	0
O	8.8177	0.1364	27.0908	-0.001	-0.0013	0.0008
O	32.8458	-15.4802	25.9978	-0.0005	-0.0013	-0.0002
N	1.2642	-3.8904	18.1511	0.0029	0.0015	-0.0007
O	23.7957	3.5785	31.2911	-0.0008	-0.0017	0.0003
O	2.9668	0.8546	20.0656	0.0006	0.0021	0.0001
O	17.5367	9.6848	31.5251	-0.0009	-0.0002	0.0017
O	22.3762	2.4343	29.3928	-0.0001	0.0001	0.0013

Results
free energy: -152233.233 eV
free energy less fixed offsets of N -386.36, O -570.45, Si -639.56 eV per atom: -0.713 eV

The program warned: the cutoff lies below the one the program advises for these potential files; the forces do not sum to zero within the program's tolerance; empty levels may hold ghost states of the PAW files; the exchange-correlation potential is rough where the density is thin.
